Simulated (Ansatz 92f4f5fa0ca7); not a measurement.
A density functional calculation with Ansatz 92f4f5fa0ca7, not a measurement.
Periodic cell of 223 atoms, Si132O90P1, from a study of silicon, its oxide and their interface. The atomic structure is a simulated model.
Doubt: the cutoff is far below the 930 eV that the study's wrapper takes by default for these files, so forces and energies are approximate.

Settings
functional: PBE
potential files: Ansatz PAW
basis: plane waves
wave-function cutoff: 580 eV
density cutoff ratio: 5
exchange-correlation grid ratio: 1
k mesh: 1 x 1 x 1, Gamma-centred
self-consistency stop: 5e-08 eV per atom in the density residual
occupations: fixed
spin: none
net charge: +1 e, with a uniform compensating background and no finite-size correction

Cell vectors (angstrom)
a, 10.938, 0, 0
b, 0, 10.938, 0
c, 0, 0, 32.1988

Atoms and the computed forces on them: element, x, y, z (angstrom), force x, y, z (eV/angstrom)
Si, 10.6035, 0.2438, 24.8658, 0.0881, -0.0758, -0.1414
Si, 5.7212, 10.6596, 24.7421, -0.0866, 0.0819, -0.1911
Si, 2.4681, 2.9074, 24.6466, 0.0704, -0.1097, -0.1932
Si, 8.41, 2.4801, 24.8467, -0.105, -0.0002, -0.2174
Si, 0.2548, 5.1779, 24.7776, 0.0144, 0.0901, -0.2232
Si, 5.1723, 5.7397, 24.7106, -0.0351, -0.1337, -0.2235
Si, 2.946, 8.017, 24.6016, -0.0909, 0.0887, -0.1922
Si, 7.9487, 8.4175, 24.7507, 0.1467, 0.0076, -0.1984
Si, 1.3416, 1.3766, 26.0503, -0.0163, 0.0224, -0.0009
Si, 6.8462, 1.2882, 26.1105, 0.0161, -0.0206, -0.0356
Si, 4.0282, 4.1152, 25.9848, -0.0252, 0.0093, -0.0545
Si, 9.5769, 4.0817, 26.1463, 0.0768, -0.0694, -0.1331
Si, 1.4124, 6.8188, 25.9969, 0.0323, 0.006, -0.0528
Si, 6.7954, 6.8263, 26.0867, -0.0556, 0.1126, -0.1129
Si, 4.0915, 9.5399, 26.0101, 0.0079, -0.0085, 0.0104
Si, 9.4613, 9.59, 26.1347, -0.0336, -0.0034, -0.0343
Si, 2.7296, -0.0072, 27.3694, -0.0045, -0.0023, -0.072
Si, 8.1588, -0.0213, 27.5616, -0.0134, -0.0142, 0.1081
Si, 0.0147, 2.7167, 27.5075, -0.0052, 0.0133, 0.1044
Si, 5.4447, 2.7495, 27.3249, 0.0197, 0.0001, -0.0148
Si, 2.7289, 5.4675, 27.4381, 0.0026, 0.009, 0.0252
P, 8.1865, 5.4698, 27.4279, -0.0004, -0.0079, -0.3402
Si, -0.0128, 8.1796, 27.3337, -0.0216, -0.0215, -0.0139
Si, 5.4386, 8.2016, 27.4662, -0.0069, -0.0292, 0.0742
Si, 4.0918, 1.3802, 28.7358, 0.0051, -0.0166, 0.112
Si, 9.5815, 1.3477, 28.8584, -0.0036, -0.0162, -0.1522
Si, 1.3758, 4.1135, 28.8259, -0.0122, -0.0925, -0.1082
Si, 6.8211, 4.0927, 28.7399, -0.0344, -0.0299, 0.1744
Si, 4.0931, 6.8183, 28.812, -0.0119, 0.0374, -0.0716
Si, 9.5653, 6.8293, 28.7505, 0.0226, 0.071, 0.1471
Si, 1.3552, 9.5527, 28.7286, -0.0075, 0.0213, 0.1137
Si, 6.7775, 9.5479, 28.8736, 0.0794, 0.0444, -0.1677
Si, 0.0205, -0.0314, 30.1616, 0.0376, -0.0502, 0.0344
Si, 5.4272, 0.0188, 30.1586, -0.0539, 0.0696, 0.048
Si, 2.7429, 2.7271, 30.1513, 0.0301, -0.0117, 0.0279
Si, 8.2098, 2.7502, 30.1408, -0.0392, 0.0189, 0.0006
Si, -0.0235, 5.4517, 30.144, -0.0236, 0.0467, -0.0059
Si, 5.4845, 5.4736, 30.1493, 0.0212, -0.0432, 0.006
Si, 2.7174, 8.2082, 30.1256, -0.0302, 0.0211, 0.0154
Si, 8.1863, 8.1743, 30.159, 0.0382, -0.0305, 0.0233
Si, 1.3786, 1.3542, 31.5256, 0.0211, -0.0209, 0.0291
Si, 6.8227, 1.3866, 31.4904, -0.0368, -0.0103, 0.0245
Si, 4.1212, 4.0892, 31.5105, -0.0156, -0.0407, 0.029
Si, 9.5587, 4.1046, 31.5227, 0.0073, -0.018, 0.0477
Si, 1.3447, 6.8497, 31.477, 0.0057, 0.0393, 0.019
Si, 6.849, 6.8109, 31.5431, -0.004, 0.017, 0.054
Si, 4.0738, 9.5727, 31.5137, -0.0152, 0.01, 0.0412
Si, 9.5793, 9.5431, 31.5137, 0.0333, 0.011, 0.0209
Si, 2.7389, -0.0059, 0.7131, -0.0156, 0.0053, 0.0302
Si, 8.1947, 0.0067, 0.6453, 0.0143, 0.011, -0.025
Si, -0.0029, 2.7317, 0.6825, 0.0075, -0.0201, 0.0327
Si, 5.4851, 2.7321, 0.6941, -0.0036, 0.0005, 0.0083
Si, 2.73, 5.4943, 0.635, 0.0194, -0.0137, -0.0217
Si, 8.2168, 5.4507, 0.7174, -0.0139, 0.0117, 0.0417
Si, 0.0102, 8.184, 0.6877, -0.0115, 0.0082, 0.009
Si, 5.4634, 8.2107, 0.6792, -0.0064, 0.001, 0.0185
Si, 4.1309, 1.364, 2.0657, 0.0288, -0.0284, -0.0105
Si, 9.5547, 1.3499, 2.0389, 0.0262, -0.0107, 0.0038
Si, 1.3775, 4.1386, 2.0101, -0.0417, -0.0088, -0.0276
Si, 6.8487, 4.0809, 2.0774, 0.0112, -0.0446, 0.0179
Si, 4.0965, 6.8289, 2.0398, 0.0117, 0.0448, 0.0036
Si, 9.5853, 6.8351, 2.0637, 0.0197, -0.0133, 0.0022
Si, 1.3767, 9.5397, 2.0611, 0.053, -0.0185, 0.001
Si, 6.8299, 9.6039, 2.0332, -0.0656, 0.0218, -0.0112
Si, -0.0201, -0.0428, 3.3773, 0.0702, 0.1138, 0.091
Si, 5.4978, 0.0114, 3.4791, -0.0586, -0.0087, -0.0978
Si, 2.7757, 2.8031, 3.3431, -0.0667, -0.1447, 0.1427
Si, 8.1866, 2.6792, 3.4575, 0.0626, 0.0969, -0.0655
Si, 0.0303, 5.4761, 3.433, -0.0413, -0.0152, -0.0219
Si, 5.4706, 5.465, 3.4022, 0.0212, 0.0247, 0.0355
Si, 2.7734, 8.2015, 3.4542, -0.0644, -0.0002, -0.0741
Si, 8.1993, 8.2352, 3.3642, 0.0255, -0.0549, 0.1019
Si, 1.3904, 1.3943, 4.6206, -0.0105, 0.0044, -0.0944
Si, 6.8441, 1.3455, 4.9098, -0.0045, -0.0039, 0.0874
Si, 4.1489, 4.0868, 4.8008, 0.0205, 0.018, -0.0302
Si, 9.577, 4.0799, 4.7548, 0.0035, -0.0185, 0.0361
Si, 1.4136, 6.8282, 4.8191, 0.0167, 0.0226, 0.0412
Si, 6.8205, 6.8903, 4.7232, -0.0166, 0.0256, -0.0332
Si, 4.1358, 9.5759, 4.842, 0.012, 0.0161, 0.083
Si, 9.5484, 9.5505, 4.7865, -0.0107, -0.0102, -0.0353
Si, 2.741, 0.1107, 6.055, 0.0146, 0.0425, -0.0675
Si, 8.2063, -0.0621, 6.263, -0.0045, -0.0187, 0.0077
Si, 0.0298, 2.674, 6.04, 0.0094, -0.0263, -0.0511
Si, 5.4706, 2.7279, 6.2841, -0.0167, -0.0119, 0.0029
Si, 2.8149, 5.4772, 6.1785, -0.002, 0.0051, -0.0014
Si, 8.1707, 5.4797, 6.0344, 0.0088, -0.0056, -0.0717
Si, 0.0075, 8.1883, 6.1462, -0.0078, -0.0166, 0.0027
Si, 5.5269, 8.2244, 6.2332, 0.0108, -0.0077, -0.0586
Si, 3.8318, 1.5754, 7.5974, 0.0288, -0.0672, 0.2683
Si, 9.8384, 1.1398, 7.4456, -0.0265, 0.0781, 0.2337
Si, 1.632, 3.7993, 7.3089, -0.0816, 0.0185, 0.1944
Si, 6.6455, 4.4169, 7.473, 0.0513, 0.0055, 0.2492
Si, 4.4035, 6.6345, 7.5418, -0.0178, 0.0386, 0.2252
Si, 9.3622, 6.949, 7.3988, 0.0198, -0.0284, 0.2161
Si, 1.1351, 9.9193, 7.2879, 0.0432, -0.0131, 0.2157
Si, 7.16, 9.2287, 7.6664, -0.0436, 0.0224, 0.3005
O, 8.3073, 8.085, 7.9165, 0.0229, -0.0086, -0.1237
O, 2.7134, 2.7368, 7.9609, 0.026, -0.0101, -0.1292
O, 9.5806, 1.4322, 24.3171, -0.0953, 0.032, 0.0334
O, 4.1246, 6.9173, 24.1713, 0.0271, -0.0932, 0.039
O, 0.0268, 0.0273, 7.9579, 0.0044, -0.0199, -0.1248
O, 5.5258, 5.5142, 8.0298, 0.002, -0.0229, -0.1197
O, 6.7871, 9.486, 24.239, 0.0835, -0.0179, 0.0416
O, 1.2941, 4.0062, 24.219, -0.0304, 0.1025, 0.0388
O, 3.8563, 7.3872, 8.9295, 0.0805, -0.071, -0.2091
O, 0.8067, 4.3752, 8.5948, 0.0674, -0.0855, -0.2108
O, 9.8084, 6.1712, 8.7921, -0.0817, 0.0607, -0.2069
O, 2.1086, 9.3832, 8.4951, -0.0744, 0.1106, -0.2378
O, 7.4998, 3.9288, 8.8001, -0.0719, 0.1008, -0.2471
O, 4.2692, 0.9233, 9.0625, -0.0893, 0.0377, -0.2918
O, 6.7291, 9.5596, 9.2208, 0.0431, -0.0183, -0.3661
O, 9.2037, 1.8624, 8.7864, 0.0961, -0.0785, -0.2254
O, 7.7187, 3.1571, 23.5244, 0.1489, -0.061, 0.3028
O, 10.4974, 5.8412, 23.4532, 0.0679, -0.1644, 0.3142
O, 5.0954, 0.428, 23.3984, 0.108, -0.1585, 0.2942
O, 5.8667, 5.0904, 23.3707, -0.069, 0.1715, 0.297
O, 3.1094, 2.2132, 23.2797, -0.1509, 0.1106, 0.2861
O, 2.2946, 8.7173, 23.231, 0.1487, -0.1107, 0.2837
O, 8.6112, 7.7397, 23.4036, -0.1535, 0.0674, 0.287
O, 0.2342, 10.3539, 23.5835, -0.1146, 0.1574, 0.2856
Si, 4.3941, 1.571, 22.4727, -0.026, -0.0384, -0.5066
Si, 3.4885, 7.9275, 14.0279, 0.0091, 0.003, 0.0664
Si, 7.1155, 0.9584, 14.6585, -0.0239, -0.0158, 0.0239
Si, 0.9427, 9.358, 22.5262, -0.0089, 0.0653, -0.4989
Si, 1.177, 4.3067, 11.8751, 0.0385, -0.0642, 0.1952
Si, 6.2649, 8.9642, 15.3137, -0.0009, -0.0031, -0.0577
Si, 0.6768, 1.3656, 12.2951, 0.0023, -0.0064, 0.1084
Si, 8.6278, 4.9523, 20.5122, 0.0786, -0.0891, -0.4933
Si, 0.3204, 5.7116, 9.3561, 0.0535, 0.0022, 0.3386
Si, 5.1021, 3.1235, 17.9379, 0.025, 0.0403, -0.1698
Si, 0.882, 3.7443, 16.7435, 0.0332, 0.0026, -0.1246
Si, 10.4006, 2.8449, 19.2255, 0.0163, -0.0161, -0.3037
Si, 5.2782, 1.1823, 10.3435, 0.0192, 0.0398, 0.3304
Si, 0.8865, 0.1744, 19.846, -0.0783, 0.0939, -0.373
Si, 6.6426, 9.4605, 10.8591, 0.034, -0.0512, 0.3431
Si, 9.3391, 9.6775, 18.3199, -0.0399, -0.0399, -0.1957
Si, 9.3889, 9.2452, 12.5649, 0.0281, -0.0266, 0.1242
Si, 6.5784, 3.8485, 22.5931, -0.0251, -0.0633, -0.5301
Si, 2.436, 8.0695, 9.3751, -0.0366, -0.0085, 0.3522
Si, 10.5895, 7.367, 17.0726, 0.0413, -0.0106, -0.1051
Si, 2.5111, 6.2899, 16.5764, -0.0083, 0.001, -0.0669
Si, 10.1753, 4.4893, 14.1839, -0.0191, 0.0213, 0.0308
Si, 6.1387, 9.1875, 18.5111, 0.0294, -0.0407, -0.1799
Si, 7.9658, 2.5753, 9.5725, -0.0216, -0.0598, 0.3561
Si, 8.8787, 2.1436, 12.4456, 0.03, -0.0408, 0.1929
Si, 5.3389, 6.2464, 18.0641, -0.0426, 0.0027, -0.1422
Si, 3.925, 0.5607, 19.4683, 0.0505, -0.0208, -0.3946
Si, 4.2735, 3.8387, 12.0447, -0.0133, 0.0477, 0.1528
Si, 5.5419, 6.601, 12.1327, -0.0057, -0.033, 0.1543
Si, 8.0127, 2.5032, 17.2144, -0.0253, -0.0126, -0.1325
Si, 4.3576, 2.4809, 14.9621, -0.0019, -0.0401, -0.0102
Si, 1.5374, 1.2122, 15.2559, 0.0146, -0.0183, -0.0145
Si, 1.5698, 9.4113, 12.041, -0.0511, 0.0567, 0.2006
Si, 8.0496, 6.8501, 13.861, 0.0052, -0.0037, 0.0474
Si, 10.3794, 9.8351, 15.4819, 0.033, -0.0011, -0.0338
Si, 9.8047, 7.0084, 22.5609, 0.0291, 0.0295, -0.5337
Si, 8.1103, 5.4846, 17.4089, 0.0018, 0.0195, -0.2228
O, 6.0444, 7.9592, 11.2863, 0.0212, 0.0772, -0.113
O, 6.0207, 9.2071, 16.8929, -0.0065, 0.0077, 0.1084
O, 7.6779, 1.3635, 13.1882, 0.0184, 0.0182, -0.0609
O, 0.8932, 1.7472, 13.8647, -0.0096, 0.0014, -0.0486
O, 9.4279, 6.2548, 16.8766, -0.0243, -0.015, 0.0549
O, 6.7601, 6.2006, 13.1303, -0.0303, 0.0079, -0.0521
O, 5.1328, 4.6608, 18.6061, 0.0055, -0.0138, 0.0705
O, 9.229, 2.1551, 18.2692, 0.0565, 0.012, 0.1193
O, 2.3695, 0.0989, 19.0819, -0.0234, -0.0063, 0.1228
O, 9.4083, 10.2306, 16.7595, -0.0151, 0.0012, 0.0903
O, 2.7851, 4.4354, 11.7046, -0.013, 0.0079, -0.0587
O, 5.0674, 10.3258, 19.1042, -0.0629, 0.0654, 0.1068
O, 9.4239, 3.239, 13.4904, -0.0134, -0.0192, -0.0493
O, 0.4554, 1.7632, 19.9556, 0.0311, -0.0386, 0.123
O, 3.1515, 1.3626, 15.0639, 0.0019, 0.0092, 0.0015
O, 8.1692, 5.3789, 19.0232, 0.0307, -0.0284, 0.2921
O, 3.8924, 6.5982, 17.3891, 0.0442, -0.0007, 0.0506
O, 4.5777, 3.2829, 16.3817, 0.0105, 0.0039, 0.0752
O, 9.0613, 5.6656, 14.3082, 0.0037, -0.0006, -0.0049
O, 5.4601, 2.7579, 22.1471, 0.0333, 0.0432, 0.1709
O, 10.6739, 4.1478, 15.6808, 0.0044, -0.006, 0.0237
O, 0.3386, 3.8677, 18.2788, -0.051, -0.0319, 0.1364
O, 10.4288, 10.5137, 19.2108, 0.0983, 0.0413, 0.143
O, 9.6412, 10.0238, 14.0236, -0.0079, -0.0006, -0.0351
O, 10.898, 8.1259, 22.1084, -0.0252, -0.0355, 0.1684
O, 1.1881, 2.1603, 16.5285, -0.0091, 0.0139, 0.0416
O, 9.7301, 3.7466, 20.4146, -0.0746, 0.0897, 0.1799
O, 8.134, 4.0329, 16.6806, 0.0026, 0.0082, 0.057
O, -0.0427, 9.1023, 11.9017, 0.0262, -0.0068, -0.0588
O, 6.5854, 2.4167, 18.004, -0.0212, -0.0009, 0.0625
O, 5.5787, 10.7168, 11.1907, -0.0076, 0.029, -0.1031
O, 7.7502, 9.5937, 18.84, -0.002, 0.0071, 0.0711
O, 10.028, 1.0218, 12.0581, -0.0167, 0.0082, -0.0517
O, 1.3077, 6.9572, 9.0652, -0.0013, 0.0038, -0.1265
O, 0.6222, 4.7641, 13.3453, 0.024, 0.0016, -0.069
O, 5.705, 7.6256, 18.9783, 0.0067, 0.02, 0.0777
O, 5.2335, 5.085, 11.5152, 0.0024, -0.0147, -0.0647
O, 2.7138, 6.982, 15.1145, 0.0009, -0.0025, 0.0057
O, 0.9113, 2.7408, 11.4631, -0.0016, 0.0317, -0.0687
O, 0.8591, 10.6842, 15.545, -0.009, -0.002, 0.0079
O, 2.4049, 8.5858, 10.9101, 0.0455, -0.0664, -0.2247
O, 4.6931, 2.4307, 11.2666, 0.035, -0.0977, -0.1313
O, 4.2469, 3.5094, 13.6749, 0.0025, 0.0159, -0.0683
O, 2.2006, 4.6805, 16.487, -0.0077, -0.0076, 0.0238
O, 10.7042, 8.2481, 15.693, -0.0107, -0.0059, 0.0301
O, 6.9254, 10.2908, 14.6626, 0.0068, 0.0033, 0.002
O, 2.3399, 8.9497, 13.4233, -0.0222, 0.0137, -0.0683
O, 8.0295, 1.5233, 15.9022, 0.0134, 0.0192, 0.0445
O, 4.1273, 6.9941, 12.8536, 0.0233, -0.0095, -0.0599
O, 4.1782, 2.0128, 18.7223, -0.0412, -0.0836, 0.1332
O, 7.2926, 4.423, 21.265, -0.1317, -0.0603, 0.2894
O, 8.4133, 2.9263, 11.0969, -0.0449, 0.0238, -0.2152
O, 1.1787, 6.8627, 17.3557, -0.0149, 0.0089, 0.0401
O, 5.6505, 1.5748, 14.751, -0.0035, 0.0122, 0.0008
O, 8.1281, 9.7553, 11.5844, -0.0795, 0.0126, -0.1131
O, 9.2122, 6.284, 21.2385, 0.0651, 0.132, 0.2841
O, 8.9583, 7.7137, 12.8496, 0.0071, 0.0265, -0.0419
O, 1.6522, 0.118, 11.8799, 0.0134, -0.0186, -0.056
O, 6.646, 6.1498, 17.0627, 0.004, -0.0046, 0.0562
O, 7.3949, 7.8009, 15.0336, -0.0001, -0.0031, 0.0046
O, 1.2122, 10.2885, 21.2224, 0.0105, -0.1581, 0.3462
O, 10.0306, 8.1987, 18.3512, -0.0141, 0.0301, 0.0865
O, 3.9533, 0.8578, 21.0817, 0.0424, 0.0922, 0.3876
O, 0.3304, 5.3281, 10.9237, -0.039, 0.0665, -0.1987
O, 6.6962, 1.5724, 9.6382, 0.0385, 0.0225, -0.128
O, 4.7753, 8.7042, 14.6813, 0.0007, -0.0002, -0.0045

Results
free energy: -135860.912 eV
free energy less fixed offsets of O -568.88, P -755.39, Si -635.61 eV per atom: -5.802 eV

The program warned: the cutoff lies below the one the program advises for these potential files; the exchange-correlation potential is rough where the density is thin.
